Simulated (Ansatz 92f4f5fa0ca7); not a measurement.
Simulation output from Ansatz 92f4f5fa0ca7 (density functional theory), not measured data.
Periodic cell of 227 atoms, Si134O91H1N1, from a study of silicon, its oxide and their interface. The atomic structure is a simulated model.
Doubt: the cutoff is far below the 930 eV that the study's wrapper takes by default for these files, so forces and energies are approximate.

Settings
functional: PBE
potential files: Ansatz PAW
basis: plane waves
wave-function cutoff: 580 eV
density cutoff ratio: 5
exchange-correlation grid ratio: 1
k mesh: 1 x 1 x 1, Gamma-centred
self-consistency stop: 5e-08 eV per atom in the density residual
occupations: fixed
spin: none
net charge: 0

Cell vectors (angstrom)
a 10.938 0 0
b 0 10.938 0
c 0 0 32.7428

Atoms: element, x, y, z (angstrom)
Si 0.1553 -0.3209 25.4593
Si 6.0384 -0.5595 25.2152
Si 2.8664 2.6849 25.0161
Si 7.969 3.3571 24.8823
Si -0.5095 6.1733 25.3271
Si 5.4299 5.2309 25.1417
Si 2.6385 8.6196 25.3313
Si 8.1792 8.2153 25.7874
Si 1.3083 1.4923 26.4489
Si 6.9842 1.4232 26.2556
Si 4.1619 3.9193 26.5795
Si 9.4813 4.2937 26.4872
Si 1.4245 6.9203 26.5319
Si 6.6025 6.7787 26.6558
Si 4.2136 9.6866 26.6904
Si 9.6179 9.5813 26.9423
Si 2.71 0.1209 27.9079
Si 8.1722 0.1191 27.9507
Si -0.0515 2.8225 27.8704
Si 5.5585 2.6207 27.9045
Si 2.7536 5.4092 27.8803
Si 8.1229 5.4953 27.9619
Si 0.0829 8.151 28.058
Si 5.4122 8.2183 28.0273
Si 4.1018 1.3673 29.3246
Si 9.5708 1.3673 29.3246
Si 1.3673 4.1018 29.3246
Si 6.8362 4.1018 29.3246
Si 4.1018 6.8362 29.3246
Si 9.5708 6.8362 29.3246
Si 1.3673 9.5708 29.3246
Si 6.8362 9.5708 29.3246
Si 0 0 30.6918
Si 5.469 0 30.6918
Si 2.7345 2.7345 30.6918
Si 8.2035 2.7345 30.6918
Si 0 5.469 30.6918
Si 5.469 5.469 30.6918
Si 2.7345 8.2035 30.6918
Si 8.2035 8.2035 30.6918
Si 1.3673 1.3673 32.0591
Si 6.8362 1.3673 32.0591
Si 4.1018 4.1018 32.0591
Si 9.5708 4.1018 32.0591
Si 1.3673 6.8362 32.0591
Si 6.8362 6.8362 32.0591
Si 4.1018 9.5708 32.0591
Si 9.5708 9.5708 32.0591
Si 2.7345 0 0.6835
Si 8.2035 0 0.6835
Si 0 2.7345 0.6835
Si 5.469 2.7345 0.6835
Si 2.7345 5.469 0.6835
Si 8.2035 5.469 0.6835
Si 0 8.2035 0.6835
Si 5.469 8.2035 0.6835
Si 4.1018 1.3673 2.0507
Si 9.5708 1.3673 2.0507
Si 1.3673 4.1018 2.0507
Si 6.8362 4.1018 2.0507
Si 4.1018 6.8362 2.0507
Si 9.5708 6.8362 2.0507
Si 1.3673 9.5708 2.0507
Si 6.8362 9.5708 2.0507
Si 0 0 3.418
Si 5.469 0 3.418
Si 2.7345 2.7345 3.418
Si 8.2035 2.7345 3.418
Si 0 5.469 3.418
Si 5.469 5.469 3.418
Si 2.7345 8.2035 3.418
Si 8.2035 8.2035 3.418
Si 1.3376 1.369 4.7792
Si 6.8451 1.4321 4.7548
Si 4.1641 4.068 4.8188
Si 9.518 4.1081 4.7794
Si 1.4358 6.7925 4.874
Si 6.8253 6.8975 4.8059
Si 4.1633 9.4411 4.7441
Si 9.5703 9.4939 4.788
Si 2.7085 -0.1704 5.9303
Si 8.118 -0.0533 5.9894
Si -0.1203 2.7175 6.1729
Si 5.6319 2.8302 6.2242
Si 2.8258 5.3213 6.2989
Si 8.198 5.5325 6.1103
Si 0.0053 8.1507 6.2395
Si 5.4232 8.1358 6.2834
Si 4.3186 1.071 7.0062
Si 9.6116 1.045 7.4284
Si 1.1767 4.0737 7.5757
Si 6.7894 4.6174 7.7411
Si 4.3209 6.5662 7.7414
Si 9.9235 6.4116 7.5147
Si 1.0892 9.8563 7.4518
Si 6.5224 9.9131 7.4067
N 5.6543 5.7178 8.5635
O 0.0628 0.1867 7.651
O 3.1566 12.644 7.9774
O 5.2113 7.4554 10.7323
O 1.3682 9.6145 24.8933
O 6.7022 4.3769 24.5053
O 7.2798 9.289 24.8825
O -0.0982 7.0122 21.3014
O 7.3377 9.7537 8.8576
O 0.147 5.3155 7.9687
O 1.3781 9.4377 9.0331
O 7.9362 4.2836 8.9573
O 9.2352 6.6865 9.0081
O 5.3106 0.0551 7.9089
O 3.3627 7.267 8.9521
O 8.8665 1.0514 8.9198
O 5.3746 -0.5599 23.7046
O 8.7803 3.2957 23.4123
O 10.9218 5.8487 23.8164
O 4.4013 5.6426 23.8725
O 9.2394 7.2974 24.8812
O 3.5592 1.5817 23.9415
O 3.5096 8.3802 23.9126
O 10.1857 0.0139 24.0913
Si 10.625 2.2227 13.7974
Si 2.5556 13.0677 9.4053
Si 7.1684 7.978 14.2148
Si 9.5591 1.5697 20.2278
Si 2.2341 5.8738 12.3109
Si -0.5693 4.8526 12.4653
Si 9.9529 5.8892 17.8626
Si 4.36 -1.5665 22.9139
Si 1.2386 8.1064 18.1606
Si 6.2557 3.4236 15.6183
Si 5.8472 -2.6318 20.3637
Si 14.904 3.8069 11.3538
Si 7.8292 0.0952 9.7863
Si 5.8668 6.0238 10.2882
Si -0.0759 8.5664 20.8108
Si 3.3358 3.2576 20.5211
Si 9.0955 3.9306 21.9327
Si 8.6161 5.4653 9.9261
Si 7.679 -1.0721 16.4469
Si 3.7101 -6.9159 14.1854
Si 8.2922 -1.064 19.4187
Si 8.402 -1.0616 12.5599
Si 1.6715 2.308 15.9857
Si 11.4026 10.2379 13.1341
Si 4.9567 8.9254 15.7902
Si -0.012 0.0469 22.64
Si 8.5139 5.3906 15.0515
Si 2.0487 10.0585 15.7412
Si 13.8325 11.9048 22.5558
Si 1.9512 -0.7651 10.3759
Si 0.4267 5.8069 22.2757
Si 3.2041 4.9471 22.9835
Si 4.1264 7.0607 18.0937
Si 0.7984 3.3317 18.7855
Si 18.7244 12.0597 14.5297
Si -3.319 5.6649 20.0515
Si 3.6632 -3.0558 10.4607
Si 5.4041 -6.8085 18.5166
O 8.7337 2.8545 20.7603
O 8.0874 -2.2005 15.3473
O 11.2548 9.487 22.0917
O 12.2402 11.9087 22.8505
O 4.4288 3.1281 19.3379
O 1.9527 11.7931 10.2119
O 14.8061 2.659 10.2263
O -5.7932 8.4824 21.8111
O 5.2539 4.7659 11.1401
O 9.3822 9.0053 20.2602
O 7.734 -6.8653 15.5578
O 1.2784 9.5863 14.3825
O 1.4729 3.2948 9.0292
O 1.0889 9.8105 11.6993
O 9.6536 4.8601 11.0084
O -2.3415 0.544 19.4161
O 6.6177 0.9951 10.4013
O 6.7582 -3.9573 20.3827
O 5.8198 3.3036 17.1806
O 3.3458 -0.5394 22.1695
O -1.064 9.7275 13.2371
O 8.357 -1.503 17.8532
O -7.3138 9.7776 15.52
O 3.1871 1.801 21.1995
O -7.4821 -1.4316 10.5332
O 6.7109 4.4792 19.4095
O 2.8458 14.0537 15.2068
O -3.5344 6.138 10.7644
O 10.9726 3.3557 12.6846
O 8.2342 0.3795 15.9306
O 11.9661 8.8085 19.6249
O 2.9622 5.4273 13.7293
O 9.4206 5.1492 13.736
O -2.76 5.2175 21.5218
O 1.6537 2.8096 17.516
O 4.6147 5.5234 18.2208
O 11.1836 13.5968 15.2688
O 11.4361 0.9201 13.2716
O 10.8059 2.0882 19.3128
O 7.687 -2.5272 12.7248
O 2.0606 5.8919 22.3009
O 7.459 0.0032 13.387
O 10.668 4.4014 21.7559
O 7.3558 6.4132 14.5488
O 5.6036 8.4179 14.3768
O 12.3932 -1.6901 17.0225
O 10.8533 7.2308 17.8773
O -4.5026 1.988 14.8485
O 2.3839 3.8934 23.9573
O 9.0199 12.9505 13.9397
O -1.5186 -5.1146 16.3274
O 8.6327 -0.5787 11.0359
O 8.7453 6.0479 18.9397
O 5.137 15.2921 14.8809
O 16.9806 9.8739 16.577
O 3.9181 4.2571 21.6766
O 10.8228 4.589 18.3172
O 6.7979 9.5973 20.0258
O 11.5638 5.9662 12.4871
O 15.6403 8.0815 19.2297
O 2.6083 4.7138 11.2188
O 2.5071 -3.8487 18.1941
O 4.6201 7.5892 16.6461
O 4.006 14.0747 12.8353
O 2.7488 7.2779 11.6827
O 1.896 3.7628 19.921
O -0.9363 0.7806 21.5583
O 12.8368 0.7105 15.9821
H 5.8043 1.0592 9.8729

Results
free energy: -137339.884 eV
free energy less fixed offsets of H -15.97, N -385.13, O -568.88, Si -635.61 eV per atom: 1.036 eV

Forces (eV/angstrom), in the order of the atoms: element, x, y, z
Si -0.2215 0.018 -0.4997
Si 0.0796 -0.0152 -0.309
Si -0.1617 -0.2057 -0.4665
Si 0.2587 0.0524 -0.2259
Si -0.0597 0.2557 -0.5662
Si -0.0097 0.2159 -0.155
Si 0.0689 0.1 -0.537
Si 0.0512 0.0762 -0.7861
Si 0.1523 -0.1035 -0.0966
Si -0.1023 -0.0488 -0.1791
Si -0.2579 0.0991 0.0432
Si 0.0759 0.0687 -0.0999
Si -0.0697 -0.0615 -0.1524
Si 0.0197 -0.2195 -0.1978
Si 0.1163 0.0583 -0.1518
Si 0.14 -0.0116 -0.0556
Si -0.0471 0.0019 0.1505
Si -0.0522 0.0526 0.1036
Si -0.1748 0.0194 0.0334
Si 0.2203 -0.0142 -0.0595
Si -0.0025 0.1003 0.0157
Si -0.1757 0.0618 0.1734
Si 0.197 -0.036 0.1854
Si -0.1277 -0.0109 0.1557
Si 0.15 0.0279 -0.0339
Si 0.0437 0.6732 -0.1177
Si -0.1479 0.113 -0.4201
Si 0 -0.4403 -0.032
Si -0.4718 -0.4006 0.1026
Si -0.1696 -0.2983 0.1884
Si 0.5591 0.4586 0.1838
Si 0.02 0.3789 -0.096
Si 0.0907 0.0099 -0.0767
Si -0.1104 -0.0888 0.0274
Si 0.1572 0.0423 -0.0644
Si 0.094 0.0857 0.0573
Si -0.1063 -0.0714 0.0212
Si -0.1319 -0.1242 -0.03
Si 0.0246 0.0464 0.0368
Si 0.1908 0.111 -0.0554
Si -0.0269 -0.0068 -0.0388
Si 0.0327 -0.003 -0.0392
Si -0.0949 0.0331 0.0078
Si -0.0105 -0.037 0.0105
Si -0.0635 0.0779 -0.0303
Si 0.0163 0.0229 -0.0358
Si 0.0658 -0.0669 -0.0006
Si -0.0431 0.0166 0.0033
Si 0.023 -0.0282 -0.007
Si -0.017 0.0193 -0.0035
Si 0.0107 -0.0249 0.0425
Si 0.001 0.0017 0.0181
Si 0.0858 -0.0109 -0.0108
Si 0.0791 -0.04 0.0023
Si 0.011 -0.0163 0.0327
Si -0.0634 0.0329 0.0529
Si -0.1232 -0.0892 0.025
Si -0.0663 -0.0577 -0.0102
Si 0.0389 0.0383 0.0291
Si 0.0587 0.0319 0.0012
Si -0.1717 -0.0753 -0.0454
Si -0.0701 0.0333 0.0291
Si -0.0561 0.0291 0.0727
Si 0.1761 0.079 -0.0083
Si -0.2032 -0.1928 0.0661
Si -0.0354 0.0655 0.1348
Si 0.0868 -0.0024 0.2138
Si 0.1601 0.1185 -0.5691
Si 0.1462 0.0624 0.4467
Si 0.0493 0.1933 0.2354
Si 0.051 -0.6947 -0.1859
Si -0.086 -0.0548 -0.271
Si -0.1065 0.1177 -0.0637
Si 0.0503 0.0025 -0.1831
Si -0.0281 -0.0633 -0.0579
Si 0.0913 -0.0843 -0.1052
Si 0.0609 -0.0434 0.0028
Si -0.0588 -0.0499 -0.118
Si -0.1273 -0.0265 -0.1953
Si 0.1641 0.0295 -0.1209
Si -0.0302 0.0843 -0.0248
Si 0.1579 0.0467 0.1236
Si 0.0132 -0.2585 0.0972
Si 0.0616 0.2877 0.3355
Si -0.0892 0.0905 0.2214
Si 0.287 0.0685 0.0621
Si 0.0329 -0.0779 0.1721
Si 0.0277 -0.0056 0.1614
Si -0.0652 0.0458 0.5933
Si -0.1059 -0.141 0.2218
Si -0.279 0.2607 0.012
Si 0.2264 -0.5156 0.1701
Si -0.4928 0.3798 0.1413
Si -0.0706 0.1998 0.1892
Si -0.0292 -0.0918 0.3757
Si -0.0119 0.1494 0.7654
N -0.1616 -0.1417 -0.4568
O -0.0489 -0.1644 -0.1853
O 0.0026 0.024 0.1003
O 0.0626 -0.1251 -0.113
O 0.1325 -0.0336 0.4661
O 0.0734 -0.3119 0.3094
O -0.2857 0.2605 0.5193
O 0.0492 -0.152 0.2119
O -0.174 -0.1006 -0.432
O 0.0097 0.0032 -0.3139
O -0.0712 -0.0007 -0.3566
O -0.2068 0.0715 -0.2532
O 0.0463 -0.0877 -0.2604
O 0.0767 -0.0094 -0.7794
O 0.2439 -0.2628 -0.419
O 0.0906 0.205 -0.2269
O 0.1141 0.0972 0.2954
O -0.2303 -0.1079 0.5016
O -0.017 -0.0665 0.2409
O 0.3322 0.0687 0.3458
O 0.2402 -0.3465 0.6842
O 0.0243 0.2094 0.3858
O -0.2236 -0.0706 0.3423
O 0.0962 -0.0773 0.4463
Si 0.0175 -0.0679 0.0814
Si 0.2431 -0.0289 -0.024
Si 0.1062 0.1543 0.0567
Si 0.0024 -0.0147 -0.2025
Si -0.0366 -0.163 0.0618
Si 0.1782 0.0066 0.1818
Si -0.018 -0.0376 0.0827
Si -0.079 -0.0242 -0.2387
Si 0.0377 0.0082 0.0686
Si -0.0297 0.0339 0.0565
Si 0.2064 -0.0114 -0.2445
Si -0.07 0.128 0.2061
Si 0.1604 -0.1144 0.0083
Si -0.1119 -0.0858 0.429
Si -0.156 0.1742 -0.1885
Si -0.037 0.0077 -0.1632
Si -0.1061 0.1078 -0.3804
Si 0.0256 0.0332 0.1093
Si 0.1053 -0.0589 0.047
Si -0.0663 0.0108 -0.0133
Si -0.0062 0.0522 0.0503
Si 0.0005 -0.0564 0.2583
Si -0.0767 0.0917 -0.0025
Si -0.0812 0.0792 0.1215
Si 0.0467 -0.0111 0.0209
Si 0.0318 -0.0212 -0.3774
Si 0.0227 0.0406 0.0739
Si -0.0705 -0.0296 -0.0112
Si -0.0782 0.0905 -0.2744
Si 0.1283 -0.0531 0.2455
Si -0.1523 0.0094 -0.3413
Si 0.1778 -0.2399 -0.237
Si 0.0256 0.0638 0.1241
Si -0.0861 -0.0589 0.0349
Si 0.0754 -0.0686 0.0118
Si -0.043 -0.0113 -0.0626
Si 0.0259 0.0968 0.3506
Si 0.0118 0.0129 0.1049
O -0.0313 0.0503 0.1432
O -0.0429 -0.0262 -0.0256
O 0.0739 0.0407 0.1288
O -0.0125 0.0411 0.0344
O 0.0072 -0.0141 -0.0035
O 0.0069 0.1524 -0.0701
O -0.0728 -0.0773 -0.0854
O -0.1516 0.0411 0.3061
O 0.0825 0.0806 -0.146
O 0.0787 -0.0667 0.0766
O 0.0123 -0.0062 -0.0102
O 0.0183 -0.018 -0.0274
O -0.0045 0.125 -0.2057
O 0.0375 -0.0133 -0.1886
O -0.0738 0.0053 -0.1937
O -0.0034 0.0059 0.0248
O -0.0045 -0.0075 -0.0624
O -0.0315 0.0294 0.062
O 0.0176 -0.0688 -0.0564
O 0.0399 -0.0949 0.1047
O -0.0277 -0.0053 -0.0411
O -0.0057 -0.0218 -0.0712
O 0.0161 0.0254 -0.0273
O -0.018 -0.1515 0.239
O -0.0637 -0.0571 -0.1028
O -0.0068 -0.027 -0.0161
O 0.0099 -0.0084 0.0067
O 0.0009 0.0104 -0.0947
O -0.0266 0.0549 -0.1105
O -0.0453 0.0255 -0.0098
O 0.0074 0.0142 0.0695
O -0.0029 -0.0088 0.012
O -0.0167 0.0224 -0.0406
O 0.0329 -0.0562 0.1568
O 0.0871 -0.0201 -0.0478
O -0.0382 0.0479 -0.0461
O -0.0131 -0.0144 -0.0122
O -0.026 -0.0019 -0.0583
O -0.0152 -0.0136 0.0243
O -0.0132 0.0303 -0.0161
O 0.0238 0.104 0.1174
O -0.0148 0.0062 -0.0373
O 0.0898 0.0159 0.1341
O -0.0363 -0.0171 -0.0164
O 0.0028 -0.0261 0.0089
O -0.0006 0.0504 -0.0189
O -0.0013 0.0003 -0.0653
O -0.0038 0.0017 0.0211
O -0.0384 -0.1199 0.2717
O -0.0132 0.0002 -0.0134
O -0.0304 -0.0021 -0.139
O -0.0673 0.1328 -0.2555
O 0.0318 0.0027 0.0107
O 0.0461 0.0156 0.0003
O -0.0692 0.0165 -0.0242
O -0.1059 0.1378 0.3394
O 0.0117 0.0027 -0.0163
O -0.0572 -0.0126 0.0419
O -0.0483 -0.0156 -0.0023
O -0.0263 -0.0022 0.0443
O 0.0207 -0.0624 -0.0564
O 0.0068 -0.0517 -0.0177
O 0.0096 -0.0351 -0.0654
O -0.0151 0.0263 -0.0787
O 0.0527 0.144 -0.1793
O 0.0462 0.0141 0.0618
O 0.0222 -0.0599 0.1553
O 0.0373 -0.0143 0.0351
H 0.087 -0.0372 0.0746

The program warned: the cutoff lies below the one the program advises for these potential files; the forces do not sum to zero within the program's tolerance; the exchange-correlation potential is rough where the density is thin.
